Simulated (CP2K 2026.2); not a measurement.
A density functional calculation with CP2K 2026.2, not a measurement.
Periodic cell of 524 atoms, Si368O156, from a study of silicon, its oxide and their interface. The atomic structure is a simulated model.
Doubt: the forces sum to 2.01 eV/angstrom along one axis rather than to zero, so they err by at least 0.0038 eV/angstrom per atom on average; the grid cutoff is modest.

Settings: functional PBE; method Gaussian and plane waves; basis set DZVP-MOLOPT-SR-GTH; pseudopotentials GTH-PBE; grid cutoff 350 Ry, relative cutoff 50 Ry; k points Gamma only; occupations fixed; spin none; net charge 0.

Cell vectors (angstrom)
a 15.3871 0 0
b 0 15.3871 0
c -4.7869 0.7498 39.7996

Atoms and the computed forces on them: element, x, y, z (angstrom), force x, y, z (eV/angstrom)
Si 9.836 0.781 33.71 -0.12 -0.12 0.651
Si 10.606 5.154 31.719 -0.16 -0.279 0.64
Si -4.015 8.404 33.859 0.053 0.018 0.054
Si 9.776 9.647 25.82 0.121 -0.027 -0.1
Si -1.149 1.817 30.954 -0.055 -0.083 0.17
Si 9.956 4.595 33.869 -0.027 0.009 0.018
Si -0.529 8.743 31.856 -0.317 -0.027 0.566
Si 11.266 12.264 33.728 0.039 0.021 0.022
Si 2.958 15.777 31.627 -0.395 0.087 0.719
Si 2.921 4.763 31.45 -0.434 -0.098 0.726
Si 2.847 8.847 28.142 -0.056 -0.041 0.131
Si 3.645 12.166 33.754 0.281 0.194 0.579
Si 5.953 4.363 31.152 0.129 0.069 0.168
Si 7.427 0.74 33.851 0.183 -0.063 0.759
Si 2.294 7.786 31.065 0.045 0.003 0.114
Si -0.597 11.803 31.655 -0.399 0.2 0.567
Si 7.129 11.721 31.603 -0.268 0.167 0.649
Si -0.254 4.689 33.786 0.196 -0.075 0.58
Si 10.281 8.167 31.823 0.388 0.091 0.585
Si -2.893 12.373 29.64 -0.046 -0.056 0.071
Si -0.366 0.76 33.78 0.319 -0.048 0.613
Si -1.836 4.627 31.117 0.078 0.006 0.048
Si -1.578 8.439 33.906 -0.053 -0.05 0.015
Si -1.665 12.257 33.711 -0.048 0.056 0.044
Si 2.756 2.644 34.919 0.015 -0.004 -0.04
Si 2.144 4.582 33.681 -0.029 -0.014 0.061
Si 3.715 8.389 33.749 0.193 -0.107 0.618
Si 1.644 2.436 29.798 -0.008 0.044 0.059
Si 6.734 14.158 34.966 0.001 -0.012 -0.011
Si 6.836 2.69 35.026 -0.015 -0.024 -0.041
Si 6.165 8.363 33.754 0.012 0.014 -0.02
Si 6.662 10.321 35.012 0.038 0.018 0.015
Si 10.508 2.637 35.018 0.018 -0.034 -0.034
Si 10.644 6.508 35.102 0.011 -0.017 0.02
Si 10.732 10.354 35.036 -0.025 -0.006 -0.061
Si 10.61 14.224 34.913 -0.043 -0.028 0.029
Si -0.881 2.72 34.995 0.013 -0.021 -0.06
Si -0.921 6.525 35.107 -0.007 0.003 0.038
Si -2.875 10.38 36.56 -0.008 -0.003 -0.042
Si -0.989 14.181 34.953 0.009 -0.023 0.011
Si 2.062 0.688 33.749 -0.061 -0.013 0.075
Si 4.834 6.384 36.367 0.009 0.032 -0.033
Si 3.058 10.285 35.037 -0.027 -0.009 0.002
Si 2.869 14.143 34.924 0.032 -0.005 0.005
Si 7.53 4.623 33.816 0.187 -0.054 0.654
Si 6.797 6.499 35.053 0.022 0.005 0.016
Si 6.121 12.23 33.694 -0.002 0.014 0.011
Si 5.866 1.27 31.226 0.091 0.038 0.157
Si 8.673 2.663 36.496 0.015 0.017 -0.012
Si 8.705 6.617 36.436 -0.003 -0.017 -0.021
Si 8.688 10.347 36.264 0.007 0.005 -0.016
Si 8.685 14.104 36.322 0.003 0.063 -0.046
Si -2.873 2.669 36.287 0.01 0.006 -0.008
Si -2.841 6.405 36.467 0.018 0.028 -0.029
Si -1.067 10.401 35.094 -0.012 0.002 -0.002
Si -2.892 14.296 36.35 0.022 -0.023 -0.04
Si 0.966 2.674 36.453 0.065 0.017 -0.047
Si 1.045 6.608 36.394 -0.004 -0.039 -0.041
Si 1.003 10.352 36.275 0.017 0.002 -0.018
Si 0.959 14.072 36.326 -0.023 0.045 -0.05
Si 4.782 2.655 36.226 0.003 0.008 -0.013
Si 2.93 6.468 34.941 0.022 0.035 0.02
Si 4.86 10.316 36.519 0.039 0 -0.017
Si 4.794 14.257 36.326 0.015 -0.036 -0.052
Si 8.663 16.053 37.72 0.007 0.014 0.017
Si 8.685 4.637 37.765 0.013 -0.029 -0.011
Si 8.685 8.509 37.766 0.003 0.009 0.039
Si 8.686 12.228 37.709 -0.006 0.007 0.037
Si -2.866 0.786 37.721 0 0.023 0.022
Si -2.865 4.507 37.782 0 -0.023 0.022
Si -2.86 8.384 37.793 -0.007 -0.004 -0.039
Si -2.885 12.366 37.772 0.007 0.021 -0.039
Si 0.967 16.055 37.691 0.001 0.016 -0.03
Si 0.996 4.636 37.743 -0.001 -0.007 -0.022
Si 1.001 8.493 37.745 -0.014 -0.003 0.033
Si 0.983 12.218 37.73 -0.028 -0.005 0.026
Si 4.807 0.772 37.681 0 0.017 0.008
Si 4.811 4.501 37.723 0.008 -0.024 0.028
Si 4.838 8.337 37.758 -0.012 0.013 -0.024
Si 4.823 12.321 37.735 -0.014 -0.011 -0.032
Si 10.59 16.118 39.082 -0.004 0.004 0.013
Si 10.595 4.576 39.129 0.008 0.003 0.022
Si 10.603 8.436 39.133 -0.03 0.002 0.017
Si 10.584 12.288 39.114 -0.011 -0.002 0.011
Si -0.939 16.114 39.079 -0.007 -0.005 0.009
Si -0.924 4.572 39.109 -0.005 -0.001 0.011
Si -0.924 8.429 39.115 0.013 0.001 0.019
Si -0.942 12.281 39.097 0.009 -0.012 0.022
Si 2.89 16.111 39.061 0.018 0.008 0.008
Si 2.905 4.572 39.106 0.008 0.006 0.019
Si 2.917 8.428 39.112 0 0.01 0.013
Si 2.904 12.274 39.097 0.005 0 0.009
Si 6.731 16.111 39.066 0.007 -0.003 -0.004
Si 6.742 4.567 39.092 -0.009 0.001 -0.005
Si 6.754 8.42 39.115 0.021 0.003 0.015
Si 6.755 12.28 39.079 0.015 -0.006 0.005
Si 0.002 1.879 11.608 0.03 -0.003 -0.022
Si 0.005 5.723 11.542 -0.009 0.018 -0.021
Si 0.037 9.598 11.514 -0.029 -0.006 -0.01
Si -0.008 13.47 11.564 0.01 -0.009 -0.019
Si 3.833 1.908 11.584 0.011 -0.001 -0.002
Si 3.85 5.743 11.554 -0.009 -0.002 -0.004
Si 3.856 9.61 11.546 0.028 0.003 -0.006
Si 3.843 13.458 11.592 -0.008 0.011 -0.006
Si 7.684 1.917 11.6 -0.003 -0.001 -0.012
Si 7.686 5.743 11.55 -0.004 0.003 -0.016
Si 7.67 9.598 11.523 -0.007 -0.001 -0.005
Si 7.665 13.479 11.567 0.018 0.003 -0.006
Si 11.55 1.901 11.556 -0.021 -0.006 -0.022
Si 11.55 5.735 11.536 0.004 0.003 -0.011
Si 11.542 9.594 11.498 -0.001 -0.01 -0.026
Si 11.524 13.443 11.551 -0.004 -0.013 -0.018
Si 13.447 1.91 12.948 -0.006 -0.016 0.056
Si 13.472 5.758 12.904 0.007 0.005 -0.032
Si 13.483 9.508 12.822 0.002 0.019 -0.036
Si 13.446 13.382 12.903 -0.019 0.007 0.018
Si 1.931 1.81 12.99 0.009 -0.009 -0.001
Si 1.922 5.655 12.898 -0.006 -0.02 0.019
Si 1.942 9.68 12.898 0.001 -0.024 0.051
Si 1.906 13.536 12.946 -0.028 0.024 -0.018
Si 5.744 2.004 12.954 0.007 0.021 0
Si 5.769 5.828 12.927 -0.003 -0.012 -0.025
Si 5.769 9.554 12.925 0.023 -0.032 -0.036
Si 5.764 13.431 12.962 0.006 0.029 0.048
Si 9.641 1.876 12.933 -0.005 -0.003 -0.016
Si 9.624 5.675 12.879 0.02 0.027 0.026
Si 9.609 9.651 12.828 0.019 -0.009 0.009
Si 9.595 13.527 12.913 -0.008 -0.004 -0.011
Si 13.403 15.316 14.238 -0.032 -0.021 0.015
Si 13.463 3.878 14.291 0.005 -0.005 0.061
Si 13.487 7.665 14.287 0.008 0.011 0.006
Si 13.482 11.374 14.175 0.029 0.022 0
Si 1.911 15.338 14.507 -0.001 -0.002 0.035
Si 1.939 3.713 14.319 -0.012 0.047 0.046
Si 1.949 7.662 14.088 -0.02 0 0.05
Si 1.91 11.653 14.284 -0.009 -0.014 0.062
Si 5.717 15.43 14.233 -0.003 -0.029 -0.009
Si 5.769 3.977 14.327 0.013 -0.022 0.033
Si 5.786 7.69 14.396 -0.003 0.009 0.014
Si 5.785 11.436 14.29 -0.019 0.021 0.095
Si 9.639 15.4 14.384 0.013 -0.029 0.019
Si 9.656 3.759 14.308 -0.01 0.038 0.056
Si 9.624 7.677 14.073 -0.023 0.008 0.027
Si 9.574 11.591 14.195 -0.023 -0.032 0.027
Si -0.178 15.274 15.726 -0.019 0.011 0.059
Si 0.625 5.735 16.757 0.03 -0.019 -0.031
Si 0.647 9.548 16.863 -0.02 0.006 0.034
Si -0.047 11.466 15.632 -0.02 -0.03 -0.024
Si 3.952 15.398 15.833 0.005 0.051 0.071
Si 3.845 3.895 15.734 0.017 -0.04 -0.013
Si 3.73 7.693 15.614 -0.001 -0.006 0.018
Si 3.855 11.617 15.646 0.045 -0.018 -0.028
Si 7.037 2.027 16.896 -0.203 0.001 -0.648
Si 7.738 3.923 15.678 -0.026 0.012 -0.028
Si 7.854 7.714 15.606 -0.014 0.032 0.016
Si 7.72 11.513 15.672 0.024 0.017 -0.054
Si 11.588 15.316 15.77 -0.01 0.001 0.029
Si 11.58 3.813 15.721 0.032 -0.033 0.001
Si 11.467 7.667 15.501 0.031 -0.001 0.027
Si 11.533 11.466 15.453 -0.005 -0.025 -0.017
Si -0.717 1.84 16.966 -0.034 -0.036 -0.074
Si -0.014 3.744 15.667 0.013 0.01 0.032
Si 0.114 7.667 15.525 0 0.004 -0.008
Si -0.02 13.832 19.871 0.011 -0.012 -0.037
Si 4.604 2.009 16.973 0.105 -0.004 -0.759
Si 3.057 5.829 16.925 -0.18 -0.091 -0.617
Si 3.078 9.663 16.727 -0.079 -0.002 -0.041
Si 4.705 13.441 17.013 -0.057 -0.018 -0.062
Si 7.62 15.503 15.596 -0.017 0.102 0.003
Si 8.515 5.836 16.882 0.038 -0.036 -0.021
Si 8.469 9.588 16.918 0.171 0.104 -0.596
Si 7.109 13.546 16.729 0.043 -0.084 0.035
Si 12.173 1.894 17.038 0.018 -0.011 0.049
Si 10.959 5.817 16.855 -0.252 -0.108 -0.516
Si 10.931 9.588 16.732 -0.021 -0.005 -0.069
Si 12.046 13.242 16.886 0.041 0.009 -0.03
Si 11.215 2.268 19.216 0.352 -0.176 -0.732
Si 11.1 6.809 19.749 0.042 0.02 -0.277
Si 11.909 9.687 18.838 -0.224 -0.181 -0.694
Si 10.141 14.9 20.389 -0.039 0.01 -0.127
Si 0.202 1.53 19.105 -0.208 0.049 -0.772
Si -0.091 5.963 18.95 0.23 -0.013 -0.697
Si -0.339 9.11 18.982 0.412 0.087 -0.654
Si -0.843 13.285 16.927 -0.321 0.104 -0.661
Si 3.204 2.373 19.757 0.011 0.097 -0.17
Si 2.771 5.48 19.953 -0.015 0.105 -0.231
Si 4.168 9.689 18.734 -0.405 0.022 -0.655
Si 5.032 12.697 19.272 -0.022 0.447 -0.695
Si 8.258 2.981 19.583 -0.011 0.043 -0.179
Si 8.179 5.962 19.203 0.205 0.011 -0.813
Si 6.817 8.645 19.408 0.202 0.034 -0.152
Si 7.976 13.439 18.885 -0.424 0.075 -0.535
Si 7.34 2.631 22.447 -0.076 0.01 -0.062
Si 10.854 12.524 18.839 0.287 0.084 -0.655
Si -1.713 12.609 22.208 -0.037 -0.092 0.008
Si 10.621 13.374 22.799 0.028 -0.018 -0.094
Si 11.597 4.787 26.733 -0.06 0.062 0
Si 1.212 1.313 26.917 -0.025 -0.002 0.076
Si -0.499 13.071 25.024 -0.108 -0.136 0.066
Si 7.256 8.72 31.68 -0.357 -0.238 0.587
Si 4.274 1.716 22.548 0.036 0.048 -0.019
Si 1.992 9.761 20.932 -0.033 0.047 -0.161
Si 9.949 15.534 30.727 0.004 0.041 0.111
Si 8.895 13.876 25.036 -0.09 -0.098 0.026
Si 5.51 7.684 23.889 -0.048 -0.059 0.009
Si 2.644 12.83 21.278 0.098 -0.11 -0.097
Si -1.745 6.089 28.423 0.036 0.063 0.08
Si -2.564 9.822 22.742 0.077 0.074 0.099
Si -1.532 10.211 25.716 -0.327 0.106 0.447
Si 7.754 2.653 27.388 0.08 0.025 -0.025
Si 6.28 12.704 28.801 0.002 -0.056 0.178
Si 0.259 7.742 26.695 -0.123 -0.013 0.009
Si -1.608 3.717 20.316 -0.129 -0.071 -0.213
Si 2.239 13.976 26.199 -0.027 0.005 0.049
Si -2.872 15.455 29.155 -0.072 -0.026 0.084
Si 3.926 14.177 23.656 -0.146 -0.025 -0.032
Si 2.907 3.087 24.961 -0.038 -0.009 0.018
Si 2.712 7.229 22.472 0.031 -0.03 -0.116
Si -1.745 15.622 26.294 0.163 -0.061 0.098
Si 9.46 4.607 29.035 -0.057 0.047 0.059
Si 9.914 10.532 22.881 -0.074 0.04 0.029
Si -2.888 8.417 29.75 -0.072 -0.03 0.117
Si 12.251 6.958 22.525 -0.091 0.044 -0.08
Si 2.254 12.754 31.151 -0.024 0.004 0.113
Si -1.618 4.489 23.357 0.01 -0.048 0.026
Si 6.553 12.46 23.838 0.106 -0.048 0.163
Si 7.635 11.554 26.451 0.037 0.133 -0.052
Si 7.26 15.492 28.971 0.138 -0.024 0.218
Si 7.317 5.313 23.843 -0.019 0.032 0.056
Si 5.226 7.076 26.96 -0.003 0.056 -0.016
Si 7.053 9.883 22.291 0.071 -0.087 -0.024
Si 5.459 4.202 26.201 -0.013 0.074 -0.05
Si -3.052 10.48 27.428 0.346 -0.05 -0.51
Si 3.258 11.941 28.336 0.092 -0.002 0.159
Si 7.057 6.515 29.342 -0.021 0.039 0.195
Si 11.959 2.4 24.927 0.013 0.07 0.083
Si 10.248 12.46 31.618 0.302 -0.132 0.59
Si 1.054 5.531 24.495 -0.078 0.107 -0.004
Si 9.007 1.551 24.836 0.044 -0.025 0.082
Si 10.083 6.72 24.695 0.093 0.011 -0.031
Si -0.011 13.46 0.666 -0.003 -0.008 0.008
Si -0.02 1.892 0.664 -0.01 0.002 0.004
Si -0.003 5.754 0.681 -0.001 0.004 0.014
Si 0.011 9.614 0.679 0.012 -0.006 0.01
Si 3.85 13.451 0.657 0.01 -0.006 0.007
Si 3.867 1.894 0.656 0.032 0.001 0.006
Si 3.853 5.75 0.667 0.001 0.001 0.011
Si 3.838 9.608 0.665 -0.017 0.002 0.005
Si 7.69 13.451 0.649 -0.009 0.003 0.006
Si 7.678 1.888 0.647 -0.018 0.007 0.003
Si 7.694 5.75 0.666 -0.016 -0.006 0.009
Si 7.711 9.604 0.667 0.002 -0.002 0.004
Si 11.533 13.448 0.647 0.002 -0.006 0.008
Si 11.546 1.891 0.646 0.019 0.003 0.003
Si 11.539 5.74 0.664 0.009 0.001 0.011
Si 11.524 9.608 0.656 -0.014 -0.002 0
Si 1.922 13.444 2.017 -0.002 -0.012 -0.001
Si 1.925 1.9 2.003 -0.002 -0.006 -0.017
Si 1.928 5.759 2.028 -0.005 0.014 0.001
Si 1.927 9.606 2.041 0.002 -0.002 0.01
Si 5.771 13.454 2.019 0.001 0.023 0.004
Si 5.774 1.895 2.03 -0.002 -0.007 0.003
Si 5.772 5.744 2.03 0.002 -0.017 0
Si 5.773 9.604 2.015 -0.002 0 -0.008
Si 9.612 13.441 2.014 -0.001 -0.008 -0.001
Si 9.613 1.897 2.001 -0.003 -0.005 -0.016
Si 9.617 5.756 2.027 -0.003 0.015 -0.003
Si 9.62 9.605 2.04 0.002 0.019 0.008
Si 13.451 13.458 2.022 0.003 0.024 0.004
Si 13.453 1.895 2.03 0 -0.003 0.009
Si 13.458 5.742 2.033 0.003 -0.024 0.003
Si 13.456 9.604 2.017 0 -0.003 -0.013
Si 1.923 15.37 3.374 0.007 -0.007 -0.004
Si 1.924 3.822 3.372 0.004 0.012 -0.004
Si 1.926 7.677 3.394 -0.003 0.007 0.002
Si 1.925 11.53 3.393 0.003 -0.009 0.001
Si 5.77 15.366 3.392 0.005 0.004 0.004
Si 5.771 3.821 3.387 -0.002 -0.01 -0.001
Si 5.77 7.678 3.38 -0.006 -0.008 -0.002
Si 5.77 11.527 3.379 0.004 0.008 -0.001
Si 9.614 15.368 3.373 0.004 -0.011 0.001
Si 9.614 3.821 3.373 -0.002 0.013 -0.001
Si 9.618 7.676 3.394 0.001 0.003 0.002
Si 9.614 11.529 3.393 -0.006 -0.012 0.005
Si 13.455 15.367 3.396 -0.005 0.004 0.007
Si 13.46 3.819 3.39 -0.001 -0.007 0.004
Si 13.458 7.678 3.382 -0.003 -0.003 -0.002
Si 13.457 11.528 3.381 -0.003 0.013 -0.003
Si 0.003 15.368 4.741 0.003 0 -0.004
Si 0.004 3.821 4.741 -0.007 -0.005 -0.002
Si -0.004 7.677 4.746 0 -0.007 0.001
Si -0.004 11.526 4.746 0.006 0.001 0
Si 3.841 15.37 4.743 0 0.001 -0.001
Si 3.843 3.823 4.74 0.008 -0.004 -0.003
Si 3.851 7.677 4.751 0 -0.002 0.004
Si 3.851 11.528 4.749 -0.004 0.005 0.001
Si 7.697 15.369 4.744 0 0.001 -0.001
Si 7.695 3.823 4.743 -0.011 -0.002 -0.001
Si 7.688 7.676 4.749 -0.006 0.002 0.001
Si 7.688 11.526 4.75 0.006 0.007 0.004
Si 11.529 15.368 4.748 -0.002 0.003 0.002
Si 11.533 3.823 4.744 0.008 -0.006 0
Si 11.542 7.675 4.755 0.003 0 0.003
Si 11.539 11.527 4.752 -0.006 0.006 0
Si 0.005 13.45 6.107 -0.008 0.006 -0.001
Si 0.005 1.9 6.107 0.004 -0.002 0.004
Si -0.001 5.746 6.101 0.006 0.004 -0.004
Si -0.003 9.602 6.108 -0.004 0.005 -0.003
Si 3.843 13.453 6.109 0.009 0.004 0.001
Si 3.84 1.904 6.105 -0.001 -0.001 -0.004
Si 3.849 5.744 6.104 -0.009 -0.012 -0.004
Si 3.85 9.603 6.111 0.001 0.002 0
Si 7.693 13.451 6.11 -0.005 0.001 -0.001
Si 7.695 1.903 6.108 0.004 -0.007 0.001
Si 7.687 5.747 6.105 0.008 -0.007 0
Si 7.685 9.601 6.11 0.001 -0.001 -0.002
Si 11.532 13.45 6.115 0.004 0.004 0.005
Si 11.53 1.903 6.109 -0.004 -0.001 0
Si 11.543 5.744 6.11 -0.008 -0.002 0.001
Si 11.541 9.602 6.115 0 0.007 0.001
Si 1.925 13.454 7.478 0.008 -0.012 -0.001
Si 1.925 1.899 7.478 0.009 0.006 0.001
Si 1.924 5.74 7.461 -0.003 0.008 -0.005
Si 1.924 9.605 7.468 0.001 -0.008 0
Si 5.767 13.458 7.467 0.008 0.011 -0.003
Si 5.765 1.905 7.46 -0.005 -0.003 -0.008
Si 5.766 5.744 7.474 -0.009 -0.009 0.003
Si 5.766 9.603 7.483 -0.002 0.007 0.005
Si 9.608 13.454 7.481 -0.006 -0.012 0.003
Si 9.611 1.902 7.479 -0.001 0.009 0.002
Si 9.612 5.741 7.462 -0.004 0.012 0.001
Si 9.61 9.603 7.467 -0.005 -0.005 0
Si 13.465 13.453 7.461 0.007 0.004 -0.001
Si 13.462 1.901 7.457 -0.009 -0.005 -0.004
Si 13.47 5.741 7.472 0.012 -0.013 0.003
Si 13.467 9.6 7.477 0 0.006 0.003
Si 1.928 15.371 8.854 -0.006 0.005 0.014
Si 1.92 3.824 8.837 0.004 0.015 0.003
Si 1.931 7.667 8.809 -0.005 -0.01 -0.007
Si 1.928 11.528 8.835 -0.005 -0.006 0.003
Si 5.763 15.38 8.829 0.002 -0.001 -0.006
Si 5.764 3.814 8.833 0.003 -0.036 0.002
Si 5.762 7.669 8.837 0.005 -0.007 0.017
Si 5.763 11.542 8.831 0.001 0.025 -0.002
Si 9.606 15.374 8.854 0.001 0.001 0.009
Si 9.61 3.827 8.838 0 0.005 0
Si 9.611 7.668 8.81 0.002 -0.008 -0.007
Si 9.601 11.525 8.833 0.007 -0.01 0
Si 13.462 15.373 8.824 0.004 0.01 -0.009
Si 13.473 3.809 8.829 0 -0.022 -0.004
Si 13.473 7.667 8.833 -0.003 0.01 0.015
Si 13.469 11.537 8.826 -0.006 0.024 0
Si -0.013 15.378 10.198 -0.023 0.002 -0.002
Si 0.001 3.792 10.208 -0.008 0.01 -0.011
Si 0.027 7.656 10.182 0.026 0.001 -0.013
Si 0.005 11.542 10.192 0.001 -0.003 -0.009
Si 3.861 15.374 10.216 0.027 0.001 -0.001
Si 3.842 3.819 10.199 -0.014 0.008 -0.014
Si 3.832 7.674 10.196 -0.028 -0.006 -0.005
Si 3.848 11.543 10.204 0.011 -0.008 -0.009
Si 7.668 15.395 10.208 -0.006 -0.001 -0.008
Si 7.683 3.817 10.201 -0.003 0.009 -0.002
Si 7.697 7.665 10.181 0.023 0.005 -0.006
Si 7.676 11.546 10.2 0.005 -0.013 -0.011
Si 11.548 15.367 10.195 0.006 0.003 -0.007
Si 11.548 3.815 10.182 0.003 0.003 -0.015
Si 11.53 7.658 10.168 -0.011 0.009 -0.009
Si 11.537 11.532 10.172 -0.004 -0.002 -0.014
O -1.634 0.916 29.729 0.441 -0.145 -0.255
O -0.994 0.869 32.254 0.017 -0.33 -0.218
O -0.69 4.923 32.213 0.145 0.214 -0.337
O -3.179 5.407 31.556 0.014 0.238 0.216
O -2.188 3.04 31.178 -0.707 -0.005 0.062
O -2.615 9.561 28.676 0.527 0.093 0.128
O 6.15 9.054 23.336 0.019 0.351 0.207
O -1.617 8.376 30.727 -0.057 -0.316 -0.101
O 11.191 11.827 30.449 0.007 -0.354 -0.323
O 2.939 14.209 31.23 0.185 -0.128 -0.062
O 7.003 0.824 32.271 0.089 -0.053 -0.462
O 4.501 4.617 31.797 -0.046 0.023 0.334
O 7.094 4.743 32.231 0.084 0.046 -0.232
O 3.253 8.461 32.175 -0.029 0.438 -0.316
O 3.018 11.862 32.259 0.176 -0.364 -0.259
O 7.125 7.087 19.685 -0.391 -0.165 0.286
O -1.853 9.694 18.968 -0.067 0.084 0.262
O -0.235 13.108 18.443 0.103 -0.513 0.069
O 1.79 1.842 19.181 0.165 -0.285 -0.384
O 4.277 2.107 18.579 0.133 0.029 0.341
O 3.414 5.972 18.538 0.336 0.419 0.284
O 9.212 12.342 18.774 -0.129 -0.616 -0.245
O 7.527 2.069 18.466 -0.12 -0.463 0.517
O 3.145 9.284 19.911 0.175 -0.615 0.075
O 7.948 9.345 18.472 0.209 -0.061 0.475
O 11.588 6.09 18.372 0.322 -0.224 0.153
O 8.689 14.703 19.665 -0.42 0.616 -0.026
O 11.103 0.63 29.698 0.014 0.626 -0.381
O -2.362 10.007 24.335 -0.263 0.108 0.089
O 11.018 5.722 25.554 0.304 -0.203 -0.304
O 8.854 8.92 31.934 0.09 0.242 0.105
O 7.731 13.572 23.937 -0.08 0.337 -0.31
O -2.63 3.365 23.91 0.048 -0.17 -0.368
O -1.323 5.111 29.654 0.226 -0.337 -0.071
O 0.768 7.818 31.596 -0.093 -0.453 0.108
O 10.862 10.032 26.942 -0.191 -0.223 0.275
O 12.284 3.152 20.057 -0.066 0.195 0.412
O 0.241 2.533 30.582 0.177 0.513 0.355
O 6.507 7.111 27.948 0.257 0.264 -0.274
O 2.414 12.098 29.7 -0.336 -0.211 -0.328
O 4.445 0.973 31.915 0.091 -0.109 0.49
O 4.701 12.623 28.541 -0.121 0.117 -0.244
O 6.526 11.678 25.268 -0.362 -0.327 0.28
O 10.82 0.925 20.036 0.208 -0.182 0.454
O 11.938 6.342 21.054 0.035 -0.354 0.077
O 8.87 15.438 25.446 0.039 0.054 0.53
O -1.307 4.951 19.312 -0.285 0.245 -0.133
O 10.075 14.672 21.989 -0.029 0.558 0.237
O -0.628 11.563 25.613 0.515 0.116 0.31
O -0.498 7.508 19.248 -0.436 -0.003 0.123
O -0.75 13.016 23.435 0.178 0.103 -0.087
O -0.549 2.532 20.103 0.207 -0.129 0.47
O 3.634 1.556 21.073 -0.186 -0.389 -0.055
O 4.401 15.634 23.182 0.218 0.108 0.184
O 3.263 6.422 21.169 0.517 0.01 -0.116
O 3.176 3.935 20.169 0.184 0.028 0.222
O 2.346 11.244 21.479 0.194 0.066 0.346
O 4.88 11.1 19.085 0.328 0.082 -0.164
O 8.009 2.277 21.013 -0.056 -0.47 0.011
O 9.562 6.373 19.959 -0.017 -0.149 0.714
O 6.785 11.442 22.607 -0.205 0.356 -0.268
O 2.757 13.576 22.705 -0.635 0.279 0.37
O 11.283 9.956 22.289 -0.119 -0.13 -0.316
O 6.066 2.804 30.783 -0.104 -0.05 -0.647
O 9.78 8.063 25.541 -0.361 -0.008 0.236
O 10.352 13.624 24.37 0.358 0.004 0.412
O 8.754 11.836 31.641 0.089 -0.248 0.226
O 8.023 1.696 23.568 -0.087 -0.215 -0.217
O 9.774 12.056 22.351 -0.261 0.004 -0.221
O 4.761 5.536 26.779 -0.704 -0.042 0.204
O 0.662 12.824 31.476 -0.114 0.381 0.257
O 6.713 10.189 31.235 -0.41 -0.103 -0.235
O -2.283 5.948 23.431 0.004 0.185 0.485
O -1.169 13.327 20.879 -0.187 -0.125 0.036
O 0.688 6.6 25.645 -0.014 -0.049 -0.149
O 2.011 8.648 22.099 -0.208 0.046 0.47
O 0.98 13.624 25.272 0.07 0.321 -0.144
O -2.751 13.962 29.722 0.269 0.122 0.257
O 8.649 9.626 22.459 0.28 -0.28 0
O 1.436 13.46 20.429 0.17 0.149 -0.271
O 6.448 4.588 24.989 0.144 -0.253 -0.099
O 2.244 4.556 24.976 0.127 0.297 0.071
O 4.037 7.895 27.648 -0.014 -0.237 -0.033
O 6.981 11.551 27.923 0.095 -0.481 0.372
O 7.649 4.196 22.733 0.206 0.174 -0.462
O 5.966 15.778 29.892 -0.354 -0.206 -0.203
O 10.053 10.522 24.49 0.147 0.531 -0.044
O 5.607 7.683 25.508 0.21 0.192 0.14
O 8.654 3.309 28.546 -0.109 -0.403 0.167
O 0.551 9.772 20.179 -0.059 0.446 0.171
O 2.491 8.588 29.693 0.102 0.406 -0.119
O 5.157 13.165 23.565 -0.108 -0.045 -0.339
O 7.385 1.147 27.774 -0.159 -0.305 -0.407
O 5.742 2.383 22.439 0.079 0.239 0.189
O 7.034 7.671 30.472 -0.295 -0.084 -0.245
O 3.963 7.524 23.452 -0.201 0.189 0.409
O 1.87 2.043 25.632 -0.065 -0.33 -0.442
O 9.904 6.611 31.574 -0.577 -0.176 -0.016
O 6.968 14.07 28.289 -0.019 -0.059 -0.687
O 3.276 2.62 23.453 -0.401 0.192 -0.184
O 2.386 1.107 30.303 0.112 -0.319 -0.503
O -1.501 14.121 25.74 -0.323 -0.14 0.077
O 2.495 3.733 30.258 0.396 0.038 -0.334
O 11.44 11.131 19.442 -0.143 0.088 0.402
O 2.67 6.238 30.839 0.244 -0.097 -0.377
O 8.335 10.106 26.36 -0.273 -0.516 0.272
O -2.963 7.014 28.962 -0.554 -0.063 -0.3
O 6.558 12.616 30.387 -0.249 0.451 -0.03
O 9.826 3.124 19.156 0.057 0.167 -0.203
O 10.073 1.035 32.085 0.178 0.379 -0.2
O 12.189 13.116 22.563 -0.079 0.118 0.008
O 1.958 15.276 27.125 0.173 0.104 0.301
O 3.324 10.377 27.961 0.076 -0.164 -0.507
O 10.86 7.18 23.341 -0.182 0.381 -0.191
O -0.108 15.424 19.647 -0.396 -0.104 0.226
O -1.706 10.988 22.013 0.322 -0.107 -0.42
O 10.119 14.023 31.245 -0.168 0.033 0.2
O 6.671 9.467 20.785 -0.405 0.092 0.147
O -0.009 10.284 31.739 0.577 -0.064 0.134
O 6.602 12.997 19.69 0.173 0.133 0.57
O 10.047 4.25 30.499 -0.132 -0.572 0.047
O 6.393 3.505 27.304 -0.35 0.041 0.202
O 8.699 5.955 24.377 -0.065 -0.348 0.111
O 6.385 6.484 23.242 -0.112 0.052 -0.686
O 1.157 5.57 19.911 -0.093 0.018 0.384
O 11.275 8.423 19.647 -0.161 0.013 0.399
O 11.132 8.705 30.552 -0.31 0.288 -0.377
O 3.456 14.282 25.193 0.433 0.241 0.295
O -0.513 7.015 27.928 0.021 0.135 0.467
O -0.36 0.994 26.679 -0.16 0.39 0.181
O 1.42 2.282 28.207 -0.156 0.325 -0.264
O 8.667 12.815 26.251 0.204 0.095 0.489
O 4.299 3.164 25.782 0.212 -0.532 0.235
O 8.565 15.598 29.912 -0.195 0.228 0.142
O 8.558 2.608 25.984 0.293 0.491 -0.194
O 7.667 4.489 19.662 -0.687 -0.077 0.123
O 11.145 13.735 19.871 0.449 -0.011 0.32
O 4.03 13.117 20.475 0.152 0.478 0.329
O -2.747 15.513 27.559 -0.316 -0.095 -0.269
O 10.666 4.9 28.027 -0.091 -0.004 0.065
O 5.39 8.633 18.646 -0.189 -0.345 -0.167
O -0.22 4.585 24.16 -0.039 -0.504 0.072
O -0.655 8.866 25.966 0.197 -0.128 -0.376
O -1.559 11.798 30.35 0.078 -0.388 -0.339
O 8.539 5.934 29.085 0.44 0.332 0.09
O 10.519 1.911 24.368 -0.119 -0.032 -0.331
O 2.525 12.715 27.141 -0.067 -0.101 -0.268
O -1.359 4.176 21.816 0.527 -0.001 -0.046
O 1.542 8.526 27.261 -0.065 0.394 -0.059
O 11.696 3.243 26.282 0.166 -0.432 0.423
O -2.51 1.104 25.177 -0.027 -0.308 -0.294
O 6.125 5.29 29.849 -0.17 -0.292 -0.394
O -2.296 5.26 27.152 0.289 -0.135 -0.431
O -2.221 8.295 22.341 0.421 -0.129 -0.313
O 1.578 6.339 23.199 -0.396 -0.068 -0.046
O -3.041 11.974 28.08 0.012 0.538 -0.222

Results
total energy: -107771.539 eV
total energy less fixed offsets of O -438.35, Si -107.03 eV per atom: -1.899 eV
